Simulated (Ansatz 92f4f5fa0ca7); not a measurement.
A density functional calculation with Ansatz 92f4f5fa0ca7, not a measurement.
Periodic cell of 229 atoms, Si134O93H2, from a study of silicon, its oxide and their interface. The atomic structure is a simulated model.
Doubt: the cutoff is far below the 930 eV that the study's wrapper takes by default for these files, so forces and energies are approximate.
This geometry differs little from another in the collection (a relaxation step or a small displacement).

Settings: functional PBE; potential files Ansatz PAW; basis plane waves; wave-function cutoff 580 eV; density cutoff ratio 5; exchange-correlation grid ratio 1; k mesh 1 x 1 x 1, Gamma-centred; self-consistency stop 5e-08 eV per atom in the density residual; occupations fixed; spin none; net charge 0.

Cell vectors (angstrom)
a, 10.938, 0, 0
b, 0, 10.938, 0
c, 0, 0, 32.3017

Atoms and the computed forces on them: element, x, y, z (angstrom), force x, y, z (eV/angstrom)
Si, 0.3085, -0.5134, 24.9988, -0.0098, 0.0143, 0.0194
Si, 5.7934, -0.0988, 25.0454, 0.0182, -0.0759, -0.01
Si, 2.7633, 2.5136, 24.7142, 0.0036, -0.004, 0.0154
Si, 8.0426, 2.8645, 24.6539, 0.0199, -0.0137, 0.0298
Si, -0.0766, 5.7313, 24.6527, 0.003, -0.0112, -0.0045
Si, 5.6849, 4.9813, 24.7622, -0.0084, 0.0134, 0.0241
Si, 2.766, 8.4512, 24.8199, 0.007, -0.0149, 0.0231
Si, 7.9762, 8.4618, 24.9978, -0.0167, 0.0261, -0.0036
Si, 1.2669, 1.3611, 26.1189, 0.0008, -0.0073, 0.0003
Si, 7.0246, 1.4308, 26.246, 0.014, 0.0206, 0.0005
Si, 4.1659, 3.8572, 26.1293, -0.0086, 0.0088, -0.009
Si, 9.5448, 4.2095, 25.9907, -0.0008, -0.0079, 0.0014
Si, 1.5767, 6.7446, 26.0347, -0.0026, 0.005, -0.0032
Si, 6.7742, 6.7157, 26.0534, -0.0089, -0.0033, 0.0081
Si, 4.1057, 9.7048, 26.2428, 0.0073, 0.0127, -0.0027
Si, 9.682, 9.361, 26.3488, 0.0084, 0.006, 0.0019
Si, 2.6794, 0.0784, 27.5469, 0.0041, 0.0014, 0.0082
Si, 8.3125, -0.0548, 27.5616, -0.0017, -0.0144, -0.0001
Si, -0.0658, 2.7898, 27.4522, -0.0022, 0.003, 0.004
Si, 5.5413, 2.6592, 27.5773, 0.0014, -0.0069, 0.0054
Si, 2.835, 5.3562, 27.4708, 0.0045, -0.0035, 0.0015
Si, 8.1831, 5.4663, 27.4833, 0.0014, 0.0005, 0.0045
Si, 0.1602, 8.0107, 27.5662, -0.0061, -0.0126, 0.0053
Si, 5.4559, 8.1782, 27.4843, 0.01, 0.002, 0.001
Si, 4.1018, 1.3673, 28.8835, 0.0191, -0.1195, 0.4465
Si, 9.5708, 1.3673, 28.8835, 0.2169, 0.3386, 0.1473
Si, 1.3673, 4.1018, 28.8835, -0.0513, -0.0901, -0.423
Si, 6.8362, 4.1018, 28.8835, 0.1025, 0.1303, 0.1784
Si, 4.1018, 6.8362, 28.8835, 0.0731, -0.2415, -0.1986
Si, 9.5708, 6.8362, 28.8835, 0.1074, -0.5695, 0.1069
Si, 1.3673, 9.5708, 28.8835, 0.0968, -0.1379, 0.1026
Si, 6.8362, 9.5708, 28.8835, 0.0216, -0.2312, -0.2043
Si, 0, 0, 30.2507, -0.0062, 0.0475, -0.0149
Si, 5.469, 0, 30.2507, -0.1347, -0.0445, 0.0061
Si, 2.7345, 2.7345, 30.2507, 0.0346, 0.01, -0.0027
Si, 8.2035, 2.7345, 30.2507, -0.0257, 0.0064, 0.0186
Si, 0, 5.469, 30.2507, -0.1846, -0.0243, 0.0335
Si, 5.469, 5.469, 30.2507, 0.0188, 0.0497, 0.0011
Si, 2.7345, 8.2035, 30.2507, -0.0113, 0.0673, -0.0022
Si, 8.2035, 8.2035, 30.2507, 0.0077, 0.1172, -0.0435
Si, 1.3673, 1.3673, 31.618, 0.0707, -0.0842, -0.0127
Si, 6.8362, 1.3673, 31.618, 0.0539, 0.0312, -0.042
Si, 4.1018, 4.1018, 31.618, 0.0006, 0.0438, -0.0089
Si, 9.5708, 4.1018, 31.618, 0.0945, -0.0715, -0.0094
Si, 1.3673, 6.8362, 31.618, -0.0345, 0.0001, -0.0445
Si, 6.8362, 6.8362, 31.618, 0.017, -0.067, -0.0186
Si, 4.1018, 9.5708, 31.618, 0.093, -0.0889, -0.0078
Si, 9.5708, 9.5708, 31.618, -0.0174, 0.0117, -0.0084
Si, 2.7345, 0, 0.6835, -0.0159, 0.0307, 0.0249
Si, 8.2035, 0, 0.6835, -0.0901, 0.0376, 0.0168
Si, 0, 2.7345, 0.6835, -0.0959, 0.0341, 0.0216
Si, 5.469, 2.7345, 0.6835, -0.0321, -0.0392, 0.0035
Si, 2.7345, 5.469, 0.6835, -0.021, 0.0619, 0.0076
Si, 8.2035, 5.469, 0.6835, 0.0002, 0.0213, 0.0139
Si, 0, 8.2035, 0.6835, 0.0146, 0.0076, 0.0065
Si, 5.469, 8.2035, 0.6835, -0.016, 0.0787, 0.0349
Si, 4.1018, 1.3673, 2.0507, 0.0604, 0.0409, -0.0052
Si, 9.5708, 1.3673, 2.0507, 0.0666, -0.0652, 0.0247
Si, 1.3673, 4.1018, 2.0507, 0.0393, -0.0229, 0.0192
Si, 6.8362, 4.1018, 2.0507, 0.0211, 0.0155, -0.0069
Si, 4.1018, 6.8362, 2.0507, 0.0124, -0.1384, 0.0036
Si, 9.5708, 6.8362, 2.0507, 0.0386, 0.0437, 0.0039
Si, 1.3673, 9.5708, 2.0507, -0.0381, -0.0407, 0.0022
Si, 6.8362, 9.5708, 2.0507, 0.113, -0.0419, 0.002
Si, 0, 0, 3.418, -0.0818, -0.0162, -0.0892
Si, 5.469, 0, 3.418, -0.1932, 0.1543, 0.2226
Si, 2.7345, 2.7345, 3.418, 0.0944, -0.0064, -0.0793
Si, 8.2035, 2.7345, 3.418, -0.2045, 0.0237, 0.1201
Si, 0, 5.469, 3.418, 0.0895, 0.2027, -0.005
Si, 5.469, 5.469, 3.418, -0.3105, -0.1032, -0.338
Si, 2.7345, 8.2035, 3.418, -0.1795, 0.1485, 0.2698
Si, 8.2035, 8.2035, 3.418, 0.1021, 0.441, -0.462
Si, 1.3728, 1.3623, 4.7688, -0.0067, 0.0014, 0.0074
Si, 6.7847, 1.4081, 4.8194, -0.0008, 0.0006, -0.0085
Si, 4.083, 4.1186, 4.7929, -0.0063, 0.0063, -0.0001
Si, 9.554, 4.1361, 4.7614, -0.0041, 0.0025, 0.0002
Si, 1.3326, 6.8707, 4.8249, 0.0002, -0.0001, -0.004
Si, 6.7686, 6.9182, 4.6796, -0.0045, 0.0026, -0.0018
Si, 4.0382, 9.6331, 4.8195, -0.0019, -0.0003, -0.0036
Si, 9.5238, 9.622, 4.7869, -0.0031, 0.0075, -0.0017
Si, 2.6616, 0.0239, 6.2768, 0.0041, -0.0006, -0.0073
Si, 8.1712, 0.0869, 6.1886, 0.0076, -0.0082, 0.0047
Si, 0.035, 2.7861, 6.0773, 0.0034, -0.0107, 0.0123
Si, 5.4091, 2.7557, 6.2331, -0.0016, -0.0014, -0.0043
Si, 2.743, 5.522, 6.1758, 0.0013, -0.0052, 0.0095
Si, 8.1348, 5.5802, 5.9764, 0.0059, -0.0029, -0.0014
Si, -0.0755, 8.2538, 6.1826, 0.0002, -0.0096, -0.0088
Si, 5.4654, 8.2808, 6.0953, 0.004, 0, 0.0089
Si, 3.7678, 1.6599, 7.6063, 0.006, -0.0042, -0.0021
Si, 9.8044, 1.2801, 7.4232, -0.0035, 0.0113, -0.0295
Si, 1.5507, 3.9469, 7.4559, -0.0046, 0.0099, -0.0327
Si, 6.618, 4.4674, 7.3248, 0.0089, -0.0084, -0.0044
Si, 4.3957, 6.6788, 7.4154, -0.0133, 0.0076, -0.0187
Si, 9.1467, 7.1563, 7.3809, 0.01, -0.0079, -0.0034
Si, 0.9757, 9.8466, 7.572, 0.0023, 0.0091, 0.0121
Si, 6.9779, 9.4433, 7.481, -0.0112, 0.0178, -0.0241
O, 5.4851, 5.5296, 7.8827, 0.0025, -0.0039, 0.0157
O, -0.117, 0.0901, 7.925, 0.0013, -0.0073, 0.0099
O, 2.6442, 2.8161, 8.0299, 0.0018, 0.001, 0.0161
O, 8.0846, 8.3025, 7.9391, 0.0033, -0.0053, 0.0182
O, 1.5115, 9.4571, 24.3469, -0.0058, 0.0041, -0.0214
O, 6.85, 3.9334, 24.1628, -0.0061, 0.0091, -0.0206
O, 6.7835, 9.5542, 25.0921, -0.0309, 0.0437, -0.0153
O, 0.1484, 4.8253, 23.2955, -0.0023, -0.0004, 0.0102
O, 6.2363, 10.039, 8.8487, 0.0007, -0.0033, 0.0081
O, 0.7028, 4.6891, 8.6571, -0.0053, 0.0043, 0.0144
O, 1.3755, 9.2404, 9.0479, -0.0006, -0.0047, 0.0046
O, 7.5222, 4.0816, 8.642, -0.0027, 0.0057, -0.0028
O, 9.5873, 6.3687, 8.7407, -0.0001, 0.0007, 0.0005
O, 4.3062, 0.967, 9.0566, -0.0027, 0.0015, 0.0035
O, 3.9323, 7.427, 8.8102, -0.0002, 0.0013, 0.0158
O, 9.3444, 2.1073, 8.7837, 0.0019, 0.0017, 0.0102
O, 5.6934, 0.3485, 23.4465, -0.0297, 0.0108, 0.0084
O, 8.5759, 1.9675, 23.3278, 0.0006, -0.0049, -0.0101
O, 10.307, 7.1115, 23.9051, 0, -0.0009, -0.0174
O, 4.7227, 5.4763, 23.502, -0.0046, -0.0017, -0.0086
O, 8.2768, 8.5429, 23.378, -0.0017, 0.002, 0.0077
O, 2.3337, 3.5123, 23.4492, -0.0166, -0.0095, -0.0143
O, 3.7817, 7.9417, 23.5864, 0.0048, 0.0018, -0.0069
O, 10.1657, -0.1388, 23.8152, -0.0035, 0.0012, -0.0005
Si, 6.4543, 12.2128, 15.6032, 0.0034, 0.0027, 0.0008
Si, -2.6667, 7.9762, 14.0732, -0.0001, -0.0007, 0.0052
Si, 7.4749, 4.1077, 16.75, -0.0006, 0.0011, -0.0062
Si, -0.4225, 3.7199, 19.9423, 0.0072, -0.0014, 0.0061
Si, 14.3466, 2.3602, 13.2945, -0.0042, -0.004, 0.0073
Si, 3.1118, 3.8286, 18.0363, -0.0022, -0.0002, -0.0075
Si, 3.6854, 7.4442, 15.0003, 0.0007, 0.0012, 0.0009
Si, 4.3277, 0.8196, 22.695, 0.0085, -0.0194, 0.0322
Si, 1.2906, 6.0246, 14.023, 0.0012, 0.003, -0.0003
Si, 4.3809, -0.7076, 20.245, -0.0007, 0.0017, 0.004
Si, 4.761, 2.2314, 20.1239, -0.0035, 0.0037, 0.0013
Si, 7.9697, 2.7279, 9.4052, -0.0022, -0.0087, -0.006
Si, 9.4565, 3.7204, 11.7236, -0.0021, 0.004, -0.0066
Si, 10.7755, 5.6973, 9.6013, 0.0018, 0.0023, -0.0027
Si, 2.9188, 4.5848, 11.6694, -0.0026, 0.0002, -0.0092
Si, 5.5959, 8.0721, 12.6966, 0.0016, 0.0033, 0.0028
Si, 9.9039, 1.1097, 22.8211, 0.0099, 0.0027, 0.0084
Si, 1.2813, 8.4155, 10.4437, -0.0013, -0.0031, -0.005
Si, 9.9629, -1.0401, 20.5649, 0.0109, 0.0102, 0.0063
Si, 3.4824, 1.5922, 16.0636, -0.0011, -0.0048, -0.0024
Si, 7.2387, 6.5218, 21.0955, 0, 0.007, 0.0117
Si, 16.4816, 0.2856, 12.7794, 0.0115, -0.0033, -0.0111
Si, 0.0699, -2.0579, 13.1575, 0.0027, 0.005, -0.003
Si, 9.4659, 5.0567, 14.5624, 0.0003, 0.0034, 0.0041
Si, -9.7585, 2.2946, 11.5056, 0.0005, 0.002, -0.0021
Si, 3.5302, 7.3291, 19.7489, -0.0001, -0.0082, 0.0026
Si, 1.8316, 9.9148, 15.4414, 0.0012, 0.0048, 0.0027
Si, 0.8726, 6.0506, 18.6522, -0.0007, 0.0021, -0.0101
Si, 7.54, 3.6809, 19.8534, 0.0076, 0.0045, -0.0042
Si, 7.92, -1.2759, 16.6355, 0.0045, 0.0033, -0.0084
Si, 0.8901, 3.5271, 22.6833, -0.0001, -0.0032, 0.0259
Si, 5.055, 5.9943, 17.2912, 0.0027, 0.0011, -0.0049
Si, 7.1439, 9.0949, 19.4818, -0.0023, -0.0013, -0.0004
Si, 3.9392, 7.2361, 10.4247, -0.0043, 0.0083, -0.0128
Si, 9.4408, 7.6895, 22.6418, 0.0039, 0.0011, 0.0126
Si, 4.5923, 6.8596, 22.6447, 0.0053, 0.0043, 0.0013
Si, 5.8058, 0.4954, 9.5903, 0.0009, -0.0004, -0.0003
Si, 10.8717, -2.032, 17.7822, 0.0047, 0.0018, -0.0046
O, 10.0222, 0.4359, 21.3173, 0.0028, -0.0124, -0.0092
O, 4.499, 7.2552, 13.5976, 0.0005, 0.0008, 0.0014
O, 11.152, 2.1109, 23.0856, 0.0038, 0.019, -0.0085
O, 6.9322, -1.6795, 17.8745, -0.0008, -0.0001, 0.0084
O, 3.5583, 8.9731, 19.599, 0.0017, 0.0023, 0.0008
O, 0.0986, 7.246, 17.8, 0.0022, 0.0006, 0.0018
O, 8.1382, 3.0978, 10.9815, 0.005, 0.0058, 0.0133
O, 4.5069, 2.1332, 21.7395, 0.0001, -0.0021, -0.003
O, 1.9384, 3.5909, 10.8148, 0.0016, 0.0003, 0.003
O, 13.339, 0.471, 15.6516, 0.0015, 0.0023, 0.0009
O, 5.9269, -1.1921, 20.3277, 0.0049, -0.0011, -0.0028
O, 1.9639, 5.3219, 12.7454, -0.0017, 0.0007, 0.007
O, 2.7938, 8.2303, 11.0387, 0.0042, -0.0037, 0.0016
O, 4.0104, 3.6237, 12.4348, 0.0059, -0.0002, 0.0003
O, 16.3951, -1.2967, 13.0923, 0.0008, 0.0022, 0.0013
O, 3.7525, 6.7698, 21.2601, 0.0003, 0.0008, -0.002
O, 1.8179, 2.1735, 13.012, 0.0035, 0.0004, 0.0031
O, -14.2934, 8.7312, 15.3425, 0.003, 0.0007, 0.0028
O, -9.538, 0.9809, 10.5761, 0.0269, -0.0015, -0.0129
O, 3.795, -0.4149, 21.7521, 0.0073, 0.0119, 0.011
O, 3.0988, 8.9498, 15.111, 0.0006, 0.0013, 0.0023
O, 11.7308, -1.0035, 14.1764, -0.0002, -0.0026, 0.003
O, 6.44, 11.9653, 13.9557, -0.0023, 0, 0.0038
O, 3.3261, 1.1622, 23.9309, 0.0227, 0.0003, -0.0281
O, 4.0643, -9.9957, 12.8509, -0.0048, 0.0047, 0.0024
O, 6.1401, 7.1335, 22.1575, 0.0059, -0.0083, -0.004
O, -12.4808, 8.9482, 13.3921, -0.0003, -0.0017, 0.0012
O, -0.8541, 4.9588, 10.8712, -0.0031, -0.0068, 0.0112
O, 7.9033, 3.7592, 18.2712, 0.0008, 0.0001, 0.0029
O, 6.3652, 2.5397, 19.9556, 0, 0.0008, 0.0053
O, 14.5867, 2.6851, 14.8602, -0.0009, -0.0007, -0.0056
O, 4.3626, 11.6927, 19.4701, 0.0018, 0.0005, 0.004
O, 7.1183, 7.6055, 12.9933, -0.0007, -0.0016, -0.0008
O, -2.2286, 6.4806, 21.8156, -0.0024, -0.0063, -0.0013
O, -2.108, 4.3903, 15.8954, 0.0023, -0.0005, -0.0006
O, 2.0012, 6.8891, 19.4552, 0.0007, 0.0032, 0.0045
O, 2.4583, 6.3666, 15.1069, -0.0021, -0.0017, 0.0024
O, 13.7463, 2.3934, 17.3191, 0.0009, -0.0016, 0.004
O, 9.4663, -1.5729, 17.0754, -0.0045, 0.0015, 0.0041
O, 6.809, 1.6534, 9.0882, -0.0011, 0.0008, 0.0041
O, 4.6927, 7.1638, 16.2325, -0.0009, -0.001, 0.0008
O, 19.8831, 6.5863, 14.532, 0.0019, -0.0027, 0
O, 4.1806, 4.6324, 17.1243, 0.0006, 0.0031, 0.0064
O, -1.9278, 3.4122, 20.5597, -0.0084, 0.0022, 0.004
O, 10.5351, 13.446, 11.7596, -0.0009, 0.0021, 0.0023
O, 7.2987, -3.4291, 19.8003, -0.0004, 0.006, -0.001
O, 0.3812, 9.1723, 11.5792, -0.0007, -0.0002, 0.0029
O, 0.7741, 6.8928, 10.1659, 0.0043, 0.006, 0.0042
O, 4.6582, 6.6349, 18.7637, 0.0015, 0.0021, 0.0036
O, 15.915, 11.8762, 16.2736, -0.0004, 0.0015, -0.0002
O, 3.6818, 5.651, 10.7287, 0.0021, -0.0016, 0.0049
O, 6.5649, 5.4784, 16.9174, 0.0038, 0.0002, 0.0022
O, 10.2598, -2.2712, 21.6196, 0.0009, 0.0057, -0.0032
O, 1.7397, 4.7426, 18.0577, -0.0009, 0.0051, 0.0043
O, 7.5995, 11.2272, 16.247, -0.0003, -0.0029, 0.0031
O, 9.0404, 4.2323, 13.2137, 0.0011, 0.0015, 0.0046
O, 0.0218, 9.6144, 19.2768, -0.0004, -0.0011, 0.0022
O, 3.8103, 14.3518, 19.4766, 0.0045, -0.0011, 0.0057
O, 5.3276, 18.6642, 11.1253, 0, -0.0022, 0.0019
O, 6.8987, 5.0293, 20.5327, 0, -0.0057, 0.0006
O, 1.1333, -1.4771, 16.8388, -0.0009, -0.0013, 0.0027
O, 0.1616, 5.0661, 14.7039, 0.0003, -0.0016, 0.001
O, 0.6011, -3.5465, 13.5102, 0.0017, -0.0029, 0.0017
O, 8.4605, 9.8827, 19.97, -0.0057, -0.0021, -0.0008
O, 5.9963, 0.4154, 11.2081, 0.0005, 0.001, 0.0223
O, 6.7614, 2.8372, 15.9931, -0.001, -0.0012, 0.0035
O, 0.7874, 3.6072, 21.0641, -0.0041, 0.0023, -0.0069
O, 10.6003, 5.2956, 19.4459, -0.0017, 0.0006, 0.0071
H, -8.6445, 0.8898, 10.2006, -0.0221, -0.0001, 0.0102
O, -0.2227, 2.5983, 18.7786, 0.0132, -0.0014, -0.0065
H, 0.5053, 2.6919, 18.1457, -0.0079, -0.0001, 0.0077

Results
free energy: -138108.442 eV
free energy less fixed offsets of H -15.97, O -568.88, Si -635.61 eV per atom: 1.078 eV

The program warned: the cutoff lies below the one the program advises for these potential files; the exchange-correlation potential is rough where the density is thin.
